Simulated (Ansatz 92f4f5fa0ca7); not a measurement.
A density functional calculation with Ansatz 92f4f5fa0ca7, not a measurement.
Periodic cell of 416 atoms, Si264O152, from a study of silicon, its oxide and their interface. The atomic structure is a simulated model.
Doubt: the cutoff is far below the 930 eV that the study's wrapper takes by default for these files, so forces and energies are approximate.
This geometry differs little from another in the collection (a relaxation step or a small displacement).

Settings
functional: PBE
potential files: Ansatz PAW
basis: plane waves
wave-function cutoff: 580 eV
density cutoff ratio: 5
exchange-correlation grid ratio: 1
k mesh: 1 x 1 x 1, Gamma-centred
self-consistency stop: 5e-08 eV per atom in the density residual
occupations: fixed
spin: none
net charge: 0

Cell vectors (angstrom)
a, 15.4687, 0, 0
b, 0, 12.8259, 0
c, 0, 0, 36.844

Atoms and the computed forces on them: element, x, y, z (angstrom), force x, y, z (eV/angstrom)
Si, 0.0269, 1.1549, 34.2137, -0.0014, 0.0325, 0.0012
Si, 3.9078, 1.1439, 34.2075, 0.0148, -0.0256, -0.0258
Si, 7.7298, 1.1846, 34.1663, 0.0003, -0.0012, 0.0049
Si, 11.6981, 1.1465, 34.213, -0.0296, -0.0144, -0.0111
Si, 1.9489, 7.6001, 34.1893, -0.0302, -0.0114, -0.0207
Si, 5.8193, 7.5863, 34.0643, 0.0106, -0.0089, -0.0151
Si, 9.7084, 7.596, 34.0636, -0.0191, 0.0214, -0.0357
Si, 13.5697, 7.5817, 34.1496, 0.014, -0.0109, -0.0263
Si, 1.9336, 5.247, 34.5771, 0.2458, 0.304, 0.5102
Si, 5.8008, 5.247, 34.5771, 0.077, 0.2187, -0.5972
Si, 9.6679, 5.247, 34.5771, -0.0511, 0.2881, -0.1411
Si, 13.5351, 5.247, 34.5771, 0.1698, 0.155, 0.3146
Si, 0, 11.6599, 34.5771, -0.0513, -0.2504, -0.2683
Si, 3.8672, 11.6599, 34.5771, 0.0515, -0.1738, 0.2978
Si, 7.7343, 11.6599, 34.5771, 0.1628, 0.3674, 0.128
Si, 11.6015, 11.6599, 34.5771, 0.1577, -0.2169, -0.1447
Si, 0, 4.664, 35.8138, 0.0101, 0.0386, 0.032
Si, 3.8672, 4.664, 35.8138, -0.1287, 0.1163, 0.0355
Si, 7.7343, 4.664, 35.8138, -0.0039, -0.0316, -0.0617
Si, 11.6015, 4.664, 35.8138, 0.012, -0.0148, -0.0233
Si, 1.9336, 11.0769, 35.8138, 0.0153, -0.0247, -0.0263
Si, 5.8008, 11.0769, 35.8138, -0.0543, -0.104, -0.0317
Si, 9.6679, 11.0769, 35.8138, -0.0365, 0.1069, -0.0086
Si, 13.5351, 11.0769, 35.8138, -0.0755, -0.0874, -0.0485
Si, 0, 2.332, 36.2261, -0.0687, 0.0457, 0.3144
Si, 3.8672, 2.332, 36.2261, 0.0946, 0.0266, 0.2167
Si, 7.7343, 2.332, 36.2261, -0.0184, 0.0396, 0.0614
Si, 11.6015, 2.332, 36.2261, 0.2059, 0.0388, 0.2641
Si, 1.9336, 8.745, 36.2261, 0.0409, 0.0945, 0.2405
Si, 5.8008, 8.745, 36.2261, 0.0386, -0.0452, -0.5015
Si, 9.6679, 8.745, 36.2261, 0.0697, -0.0877, -0.4943
Si, 13.5351, 8.745, 36.2261, 0.0741, -0.0202, -0.0876
Si, 1.9336, 1.749, 0.6188, -0.0178, 0.0026, 0.0007
Si, 5.8008, 1.749, 0.6188, -0.0793, 0.0333, 0.0298
Si, 9.6679, 1.749, 0.6188, -0.0753, -0.0108, -0.0397
Si, 13.5351, 1.749, 0.6188, 0.0022, 0.1275, 0.1081
Si, 0, 8.162, 0.6188, 0.0089, -0.0257, -0.0165
Si, 3.8672, 8.162, 0.6188, -0.0495, -0.0381, -0.0385
Si, 7.7343, 8.162, 0.6188, -0.0328, -0.0985, -0.1144
Si, 11.6015, 8.162, 0.6188, 0.0955, -0.0025, -0.0598
Si, 0, 5.83, 1.031, -0.0107, 0.0189, 0.0739
Si, 3.8672, 5.83, 1.031, 0.1054, -0.0447, 0.0453
Si, 7.7343, 5.83, 1.031, 0.02, 0.0894, 0.0952
Si, 11.6015, 5.83, 1.031, 0.0073, 0.1304, 0.1197
Si, 1.9336, 12.2429, 1.031, -0.0084, -0.0408, -0.0518
Si, 5.8008, 12.2429, 1.031, 0.0246, 0.0283, 0.0152
Si, 9.6679, 12.2429, 1.031, 0.0445, -0.1665, -0.1385
Si, 13.5351, 12.2429, 1.031, 0.0415, -0.0193, -0.0278
Si, 1.9336, 5.247, 2.2678, 0.0429, 0.0646, 0.4904
Si, 5.8008, 5.247, 2.2678, -0.2071, 0.0244, 0.2485
Si, 9.6679, 5.247, 2.2678, -0.1235, 0.0398, 0.3122
Si, 13.5351, 5.247, 2.2678, 0.1798, -0.0234, 0.2373
Si, 0, 11.6599, 2.2678, -0.0569, -0.0129, -0.515
Si, 3.8672, 11.6599, 2.2678, -0.1152, -0.078, -0.3474
Si, 7.7343, 11.6599, 2.2678, 0.1999, -0.0176, -0.3603
Si, 11.6015, 11.6599, 2.2678, -0.3142, -0.0528, -0.1916
Si, 1.9336, 2.915, 2.68, 0.0572, -0.053, 0.0086
Si, 5.8008, 2.915, 2.68, 0.0705, -0.0311, 0.0159
Si, 9.6679, 2.915, 2.68, 0.0351, 0.0837, -0.0145
Si, 13.5351, 2.915, 2.68, 0.0217, -0.1305, -0.14
Si, 0, 9.328, 2.68, -0.0507, 0.0836, 0.1828
Si, 3.8672, 9.328, 2.68, 0.0556, 0.0862, 0.0895
Si, 7.7343, 9.328, 2.68, 0.0269, 0.013, 0.1378
Si, 11.6015, 9.328, 2.68, -0.0797, -0.0934, -0.0906
Si, -3.7844, 1.5067, 29.7542, 0.0114, -0.0682, 0.0249
Si, 6.9784, 5.5778, 27.6754, 0.458, -0.1428, 0.1505
Si, 7.53, 3.5272, 23.9367, 0.1261, -0.0344, 0.0791
Si, 14.2397, 4.0322, 26.1495, -0.0602, 0.0266, 0.2268
Si, 4.6974, 7.4544, 26.9598, -0.1149, 0.0604, 0.1817
Si, 6.7714, 11.0138, 27.9628, -0.0128, -0.0178, 0.0028
Si, 11.1544, 7.533, 28.7188, -0.1787, -0.113, 0.0469
Si, 12.6347, 5.1628, 23.7416, -0.0148, -0.0256, -0.0093
Si, -0.1739, 9.4156, 25.9298, -0.0559, 0.1476, 0.1333
Si, 8.8091, 0.4299, 27.8706, -0.2156, 0.0247, 0.0263
Si, 7.8694, 1.8161, 30.1385, -0.0041, 0.0497, 0.0023
Si, 15.6475, 4.6193, 31.4824, 0.0309, -0.0241, 0.0423
Si, 2.2966, 8.7063, 19.1979, -0.0194, 0.0356, 0.0484
Si, -3.5519, 16.6517, 29.2887, 0.0697, -0.0054, 0.033
Si, 5.8213, 11.1709, 31.3093, 0.0099, -0.0348, -0.0098
Si, 11.2391, 13.0189, 27.9072, 0.1509, 0.207, 0.1839
Si, 0.1486, 1.2159, 29.6186, 0.0012, -0.1839, 0.0008
Si, 0.5104, 3.5173, 29.4464, 0.122, 0.1002, -0.0117
Si, 3.7225, 1.2818, 29.7068, 0.0468, 0.0185, -0.0473
Si, 15.6323, -2.0568, 27.8474, 0.118, 0.1121, 0.0079
Si, 4.9929, 14.9026, 25.2506, 0.0336, -0.0715, 0.0891
Si, 8.7865, 7.5695, 24.9801, 0.2165, 0.0264, 0.0309
Si, 9.7286, 11.0573, 31.1298, 0.0173, -0.0731, -0.0225
Si, 20.3913, 9.3315, 25.1776, 0.026, 0.1467, -0.0674
Si, 4.2669, 4.3891, 27.3229, -0.1212, -0.1145, 0.2506
Si, 5.806, 0.7376, 30.7926, 0.0121, 0.0217, 0.0038
Si, 4.9616, -0.7457, 26.8076, -0.1838, 0.1453, 0.0587
Si, 10.2404, 5.2642, 28.3442, -0.1005, 0.0937, -0.0252
Si, 0.6111, 6.8942, 30.9905, -0.028, -0.0066, -0.0927
Si, 13.2985, 8.3864, 27.9794, 0.1472, -0.0965, -0.1529
Si, 7.8085, 4.0484, 31.1614, -0.0588, -0.0568, -0.0063
Si, 14.208, 6.8463, 29.5007, 0.0543, -0.0424, 0.1096
Si, 1.9308, 0.5945, 31.0352, 0.0227, 0.0233, 0.0161
Si, 8.2438, 5.7668, 29.6339, 0.0392, 0.0677, -0.0641
Si, 9.7795, 0.677, 30.9808, -0.0202, 0.0017, 0.0201
Si, 13.6295, 0.6867, 30.8262, -0.0349, 0.054, -0.0315
Si, 3.0662, 12.4936, 28.1103, -0.0268, 0.0072, -0.0688
Si, 3.7674, 4.7571, 31.1408, 0.0688, -0.0093, 0.0223
Si, 5.9449, 9.5017, 29.6194, 0.0533, -0.0292, 0.0263
Si, 12.1421, 6.9644, 30.8273, 0.0661, 0.0679, -0.0754
Si, -1.3864, 4.5918, 28.4536, -0.0698, 0.0639, -0.0605
Si, 3.1046, 7.0783, 30.8223, 0.0088, 0.0177, -0.056
Si, 7.8097, 8.02, 30.3812, 0.0066, -0.0057, -0.0249
Si, 11.7134, 4.7276, 31.4102, 0.0388, 0.0088, -0.0452
Si, 1.973, 11.0895, 31.2998, 0.0185, -0.018, 0.0346
Si, 9.5649, 9.2963, 29.3227, -0.0618, -0.0204, -0.0058
Si, 3.8358, 8.5199, 28.9943, -0.0601, 0.044, 0.0137
Si, 13.537, 11.1452, 31.1361, -0.0287, -0.0105, 0.0151
Si, 2.0785, 4.029, 32.6317, -0.0875, -0.0302, 0.0143
Si, 5.7752, 4.1267, 32.4237, -0.0217, -0.003, -0.0387
Si, 9.7323, 4.0302, 32.5575, -0.0382, -0.0283, -0.0631
Si, 13.6267, 4.0673, 32.5718, -0.0338, -0.0197, 0.0302
Si, -0.0083, 10.4969, 32.4437, -0.0001, 0.0081, -0.0071
Si, 3.8946, 10.5189, 32.5341, -0.0029, 0.0289, -0.0334
Si, 7.7973, 10.6135, 32.4931, -0.011, -0.0058, -0.0557
Si, 11.6358, 10.5466, 32.4504, 0.0208, 0.0182, -0.0229
Si, 1.9711, 1.7353, 33.0557, -0.0092, -0.0124, -0.027
Si, 5.7668, 1.7907, 32.9191, 0.035, -0.0202, -0.012
Si, 9.7653, 1.725, 33.0686, 0.0005, -0.038, 0.0222
Si, 13.6177, 1.7422, 32.9448, 0.0127, 0.0047, -0.0418
Si, 0.0426, 8.1641, 32.9114, -0.0165, 0.0263, 0.0195
Si, 3.8182, 8.1701, 32.862, 0.0495, 0.0165, 0.0178
Si, 7.773, 8.264, 32.7921, -0.0013, -0.0272, -0.0028
Si, 11.7064, 8.2061, 32.833, 0.0168, 0.0182, -0.0139
Si, 0, 2.332, 3.9167, -0.2546, 0.1474, -0.1006
Si, 3.8672, 2.332, 3.9167, -0.2286, 0.1516, 0.4736
Si, 7.7343, 2.332, 3.9167, -0.0016, 0.3571, 0.0211
Si, 11.6015, 2.332, 3.9167, -0.0024, -0.2534, -0.8848
Si, 1.9336, 8.745, 3.9167, 0.1856, -0.2751, 0.5461
Si, 5.8008, 8.745, 3.9167, -0.3024, -0.2655, 0.2231
Si, 9.6679, 8.745, 3.9167, 0.339, -0.1649, -0.3537
Si, 13.5351, 8.745, 3.9167, -0.0306, -0.303, 0.1814
Si, 1.9514, 6.4018, 4.424, -0.0326, 0.0123, -0.0071
Si, 5.7189, 6.4027, 4.3728, 0.0229, 0.0208, 0.004
Si, 9.627, 6.4059, 4.3966, -0.007, -0.0005, 0.0636
Si, 13.5819, 6.4222, 4.3603, -0.0096, 0.0181, 0.0132
Si, -0.078, 12.8066, 4.2747, 0.0183, -0.0671, 0.0069
Si, 3.8369, 12.8227, 4.2913, 0.0099, 0.0202, 0.0452
Si, 7.8154, 12.8421, 4.272, -0.0247, 0.0248, 0.0554
Si, 11.5169, 12.8298, 4.3009, 0.0331, 0.0139, 0.0285
Si, 0.0311, 5.9356, 5.7476, 0.0433, 0.1187, 0.0032
Si, 3.8501, 5.7913, 5.7905, -0.0007, 0.0486, 0.1365
Si, 7.611, 5.8792, 5.6571, -0.069, -0.0035, 0.0363
Si, 11.6355, 5.7952, 5.5568, 0.0417, 0.0041, -0.0679
Si, 1.8525, 12.1736, 5.4245, -0.0264, 0.0253, -0.0625
Si, 5.8646, 12.2086, 5.3265, 0.0414, -0.0132, -0.0258
Si, 9.643, 12.2767, 5.6582, -0.0599, 0.0668, 0.0447
Si, 13.4353, 12.0776, 5.3859, -0.0067, -0.0086, 0.015
Si, -0.084, 3.527, 5.9652, 0.033, -0.0408, 0.0613
Si, 3.762, 3.4005, 6.1286, 0.046, -0.0778, 0.0003
Si, 7.6229, 3.5353, 5.9862, -0.0306, 0.0305, -0.0288
Si, 11.6047, 3.4474, 5.8864, 0.0167, -0.0716, -0.1478
Si, 1.9563, 9.8913, 6.0475, 0.0447, -0.0107, 0.0896
Si, 5.8832, 9.9665, 5.9485, 0.0487, 0.0152, -0.0664
Si, 9.8132, 9.8949, 5.9274, 0.0281, -0.0128, -0.0036
Si, 13.5128, 9.7958, 6.0441, 0.0024, -0.0067, 0.0043
Si, 2.2023, 8.987, 11.8803, 0.0664, 0.0521, -0.0047
Si, 3.5972, 1.4855, 10.823, 0.1093, -0.1866, -0.137
Si, 13.0558, -1.7392, 13.9019, -0.1202, -0.1732, -0.0995
Si, 13.4806, 2.7067, 7.099, 0.0233, -0.0248, 0.0851
Si, -0.0152, 9.6019, 7.3963, -0.0699, 0.0157, -0.0005
Si, 5.2472, 8.4974, 8.49, -0.0432, 0.0054, 0.2329
Si, 10.9451, 10.6428, 9.2222, -0.0764, -0.083, 0.0617
Si, 11.576, 6.6739, 7.7524, 0.0226, -0.156, 0.0422
Si, 3.2091, 6.7468, 13.6293, 0.1678, 0.1035, -0.1631
Si, 0.0643, 7.1222, 7.9621, 0.0461, 0.0168, -0.0733
Si, 9.4825, 12.807, 14.7997, -0.0018, -0.033, -0.1068
Si, 12.4397, 1.3625, 10.4354, -0.0488, -0.0809, 0.0368
Si, 1.6765, 15.5757, 7.2738, -0.1185, 0.1925, -0.0087
Si, 7.5695, 12.5594, 8.7882, -0.0638, 0.0234, 0.2693
Si, 9.6341, 15.8703, 7.0723, 0.0242, 0.067, 0.0609
Si, 12.7842, 16.4561, 9.1466, -0.0903, 0.1171, -0.1269
Si, -3.4849, 4.3504, 13.221, -0.1574, 0.045, 0.086
Si, 5.7999, 0.4029, 7.3784, 0.026, 0.0568, -0.1786
Si, 5.9498, 3.2674, 9.5821, 0.0399, -0.0185, -0.1527
Si, 15.2478, 11.9999, 8.5237, 0.0164, -0.0909, -0.0847
Si, -1.2975, 12.5091, 10.6286, 0.2796, 0.2403, 0.0297
Si, 3.4477, 11.7994, 12.4562, 0.159, -0.0286, -0.0923
Si, 7.9283, 9.232, 7.0647, -0.081, -0.0345, -0.0016
Si, 9.4844, 13.6005, 7.7075, 0.1089, -0.001, -0.0016
Si, -1.8846, 6.0107, 8.8968, -0.0027, 0.0662, 0.1565
Si, 8.8292, 3.4638, 10.8542, -0.0645, 0.2142, -0.1662
Si, 7.0547, 7.0781, 7.7124, 0.0143, 0.0017, -0.1556
Si, 11.5615, 9.1909, 7.3746, 0.0736, 0.0806, 0.0296
Si, -3.9839, 12.9058, 8.67, 0.0414, 0.1588, -0.0477
Si, 6.4561, 11.4585, 11.3482, -0.0679, 0.0355, -0.0852
Si, 6.8346, 9.3839, 10.2788, -0.0159, -0.0367, 0.0974
Si, 12.5668, 10.7038, 11.0136, -0.3568, -0.154, -0.0197
Si, 0.9626, 4.6518, 14.4011, 0.0175, 0.0909, 0.0594
Si, -0.4933, 8.7768, 13.3862, 0.0255, -0.0469, -0.0087
Si, 3.7404, -0.3435, 8.1882, 0.0366, 0.1321, 0.2214
Si, 7.7143, -2.2469, 13.9174, 0.0309, -0.1098, -0.185
Si, 7.2408, 14.9901, 15.3557, -0.0097, 0.1192, -0.0869
Si, 10.5232, 6.8769, 12.4399, -0.1175, 0.0949, 0.0579
Si, 3.982, 6.5415, 8.1893, -0.0238, -0.1015, -0.0177
Si, 16.8937, 3.8091, 10.2951, 0.195, 0.0939, -0.1605
Si, -2.0001, 0.3269, 7.4071, -0.0583, -0.0438, 0.0047
Si, 0.1666, -0.4642, 16.1679, 0.0501, -0.099, -0.0515
Si, 10.5948, 4.5512, 8.6161, -0.1103, -0.0339, 0.1839
Si, 4.4226, 1.6216, 16.6944, 0.1368, -0.111, -0.0292
Si, 3.9715, 10.1584, 7.3962, -0.0769, 0.0209, -0.0554
Si, 5.5175, 5.9701, 11.8361, 0.0836, 0.1734, -0.1015
Si, 7.3836, 4.2395, 13.3028, -0.0332, 0.0349, -0.0031
Si, 13.0719, 7.8856, 11.3158, -0.0752, -0.0049, -0.0298
O, -6.0354, -2.9441, 19.8219, -0.0138, 0.0347, -0.0807
O, -4.2994, 5.3796, 12.2297, 0.0656, -0.0892, -0.0146
O, 8.2804, 1.8844, 28.4927, 0.0046, -0.0207, 0.0004
O, 16.1023, 8.9599, 12.2548, -0.0446, 0.0223, 0.0606
O, -6.4586, 7.1417, 11.8918, 0.0436, 0.012, -0.0109
O, 3.4351, 13.2831, 16.0947, -0.004, 0.0727, 0.0478
O, 1.8529, 5.3933, 10.4103, -0.0954, -0.1027, 0.0764
O, 1.8432, 5.8722, 13.745, -0.0682, -0.0671, 0.0614
O, 0.465, 3.8698, 23.0847, 0.0632, 0.0251, -0.0318
O, 5.9258, 21.7975, 17.0592, 0.0153, 0.0118, 0.047
O, 22.7458, -10.113, 13.8276, -0.004, -0.0396, 0.008
O, 15.4324, 8.0142, 14.7565, 0.0055, -0.0298, -0.0066
O, 1.0407, 8.4592, 18.1947, 0.0151, -0.0194, -0.0153
O, -18.8571, 10.6394, 12.6446, 0.1014, 0.1208, -0.0162
O, 9.5043, 17.1133, 20.9119, -0.025, 0.0087, -0.0268
O, 10.9003, 32.1805, 16.6336, 0.0149, -0.0082, -0.002
O, 3.6167, 25.9084, 9.7429, -0.0004, -0.0731, 0.0701
O, 10.0262, 6.1975, 19.0592, -0.0156, 0.0012, -0.0145
O, -10.2988, 18.1184, 20.5294, -0.0981, -0.0341, 0.031
O, -5.9325, -14.676, 26.2117, 0.1097, -0.033, -0.0459
O, 5.3869, -0.9781, 19.7704, 0.0373, 0.0253, -0.0716
O, 33.3874, 7.4214, 20.2173, -0.0007, -0.0204, 0.0181
O, -1.4839, 18.5133, 23.006, 0.0635, -0.0021, -0.0411
O, -11.3366, 10.72, 16.2349, 0.0306, 0.0113, 0.0547
O, 1.538, -1.3992, 16.2438, 0.0009, 0.071, 0.0146
O, 7.7397, -1.1327, 24.2838, -0.0424, -0.0366, -0.013
O, 2.6716, 10.5532, 11.6672, -0.0315, -0.0253, 0.0128
O, 8.6635, 3.8368, 25.0965, 0.0287, -0.0171, -0.0633
O, 4.9314, 0.7397, 21.6919, 0.0026, 0.0219, -0.0317
O, -9.0666, -26.8526, 17.3518, 0.0601, 0.0213, 0.0509
O, 17.4333, -2.7906, 20.0455, -0.0007, -0.027, -0.0416
O, 7.861, -0.699, 28.6529, -0.0928, -0.0163, 0.0893
O, -3.8179, 6.4403, 23.7091, -0.0116, -0.0012, 0.0157
O, -16.4681, 10.289, 13.7103, 0.0339, 0.0365, 0.0531
O, 13.0071, 17.5036, 25.2629, -0.0574, 0.02, -0.0825
O, -7.1606, 10.0431, 22.2854, -0.0533, -0.0093, 0.0157
O, -1.8977, 30.0822, 12.8373, 0.1234, -0.0716, -0.0637
O, 17.7979, 7.0481, 23.5054, 0.0246, -0.0781, -0.0195
O, -6.4545, -14.4025, 14.6116, 0.0412, 0.0462, 0.075
O, 23.8138, 13.3101, 26.2831, -0.0127, 0.0595, -0.0352
Si, 21.6507, -0.1312, 18.5897, -0.1278, -0.0284, 0.0175
Si, 5.7336, 10.4626, 16.4086, -0.039, -0.0016, -0.1389
Si, 14.3502, 15.2901, 20.6533, -0.0494, -0.0118, 0.0914
Si, 1.6352, 13.1957, 7.5006, -0.0463, -0.0702, -0.021
Si, 15.276, 7.4199, 18.4688, -0.0623, 0.0185, -0.0004
Si, -0.4496, 3.6406, 12.7879, -0.0866, -0.0347, 0.0519
Si, 13.917, 11.6571, 24.1943, 0.0149, 0.0163, 0.0603
Si, 3.0307, 3.5658, 29.202, -0.0716, -0.0496, -0.0198
Si, 9.2802, 10.7903, 21.1801, 0.0753, -0.0125, 0.0125
Si, 11.8884, 15.19, 22.4429, -0.0649, 0.052, 0.0024
Si, -12.4306, 24.5904, 15.6405, -0.0307, -0.0513, -0.1088
Si, 12.2515, -2.53, 21.867, -0.0321, -0.0497, 0.0706
Si, 13.3726, 10.6193, 28.7897, -0.0643, 0.1943, -0.0135
Si, -3.8544, 26.1085, 24.9169, 0.0007, -0.0798, -0.0567
Si, 21.1984, 5.6258, 9.4979, 0.0938, 0.0452, -0.0848
Si, -0.0008, 14.1024, 25.4998, -0.0086, -0.1189, 0.1961
Si, 1.5448, 6.0613, 20.2815, -0.0493, 0.021, -0.046
Si, -7.7744, -4.7176, 12.0979, -0.0214, -0.0459, -0.0017
Si, 6.2956, 6.3725, 23.4573, 0.1875, -0.0347, -0.0561
Si, -2.2964, 9.3392, 19.0797, -0.0869, -0.0394, 0.1751
Si, -4.6005, -5.2567, 22.8387, 0.065, -0.027, -0.0178
Si, 14.5854, 19.6642, 15.5345, -0.0974, 0.12, -0.0612
Si, 16.6709, 3.8081, 24.5321, -0.1792, -0.0831, -0.0057
Si, 10.8263, 14.4109, 12.2776, 0.055, 0.0959, -0.0573
Si, 4.9865, 20.7792, 17.9443, -0.0538, -0.0023, 0.0672
Si, 8.9276, 12.1822, 25.2565, -0.005, -0.0431, -0.0837
Si, 21.2277, 15.5571, 7.2594, 0.0126, 0.0538, 0.0559
Si, 8.4051, 0.3941, 19.5024, 0.0598, -0.0265, 0.1269
Si, 7.4569, 4.9872, 16.1169, 0.1051, 0.0146, -0.0773
Si, 16.2509, 0.1996, 27.5107, 0.0057, -0.0907, -0.0297
Si, 4.4722, 6.0778, 16.5332, 0.0127, 0.0217, -0.0797
Si, 2.2648, -2.4153, 29.0484, -0.0125, 0.0204, -0.0094
Si, -6.1207, 5.8592, 20.502, 0.076, 0.0183, -0.0114
Si, 17.5164, -2.1497, 21.5307, 0.0145, 0.0756, 0.0131
Si, -0.7052, 13.3425, 13.3803, 0.0299, -0.1084, 0.0029
Si, 16.1712, -11.0674, 18.4107, -0.0595, -0.0553, 0.1365
Si, -0.3357, 17.7616, 22.1618, -0.1372, -0.0206, 0.0956
Si, 8.6572, 9.9056, 27.1465, -0.0844, -0.1562, -0.0148
Si, 3.3464, 5.7643, 23.4662, -0.1019, 0.1177, 0.1506
Si, -4.8145, -0.8424, 17.5235, -0.0349, 0.0796, -0.0334
Si, 9.6293, 6.812, 17.5982, 0.077, -0.0447, -0.0023
Si, 3.8832, 1.7626, 22.3854, -0.0068, -0.1303, -0.0109
Si, 13.4775, -1.5023, 16.8203, -0.1249, -0.0584, 0.062
Si, 3.8612, -8.073, 21.3724, 0.0628, -0.1643, -0.2422
Si, 6.2127, 6.5524, 20.5298, 0.0544, -0.0259, -0.0078
Si, 7.0963, 10.5912, 23.2663, 0.0184, 0.0841, -0.0047
Si, 4.9626, 11.9808, 21.337, -0.0462, 0.0054, 0.0906
Si, 2.1368, 21.4464, 23.8961, -0.1502, 0.1021, 0.0439
Si, 1.1899, 0.6824, 21.167, -0.0262, -0.0501, 0.0631
Si, 8.8691, 4.9559, 26.3204, -0.0375, -0.0529, 0.1015
Si, 2.7614, 3.453, 16.7362, 0.0362, -0.0033, -0.0113
Si, -6.9675, 10.4119, 8.9837, 0.1475, -0.0446, -0.062
Si, -6.3711, 15.5914, 21.3555, 0.0647, 0.0385, 0.0939
Si, 11.5331, 19.2196, 15.1631, -0.0544, -0.0014, -0.038
Si, 10.1857, 9.6633, 18.358, 0.0357, -0.199, 0.1292
Si, 2.0085, 6.7743, 9.489, 0.0689, 0.0801, -0.0949
O, 1.6669, 15.8005, 17.8817, -0.0174, 0.0428, -0.0091
O, 5.7991, 7.5627, 19.3251, -0.0208, 0.0206, -0.004
O, 39.4841, 17.1538, 12.1977, -0.0025, -0.0447, 0.0188
O, 16.581, -4.1366, 25.185, 0.0986, -0.1122, -0.0607
O, -0.927, -21.5928, 20.9321, 0.0403, 0.0083, -0.0289
O, 3.5566, -14.3969, 21.7015, -0.0006, -0.029, -0.0053
O, 8.2291, 13.7057, 15.3673, 0.0043, -0.023, 0.0367
O, 18.4426, 21.1363, 13.1721, -0.0559, -0.0254, 0.06
O, 5.8804, 5.2564, 16.3916, -0.0804, -0.0273, 0.0205
O, 10.1472, -0.0244, 24.3835, -0.0306, -0.0081, -0.0033
O, -6.1381, -4.3906, 17.6322, -0.0057, 0.0583, 0.0099
O, 15.7258, 4.5753, 25.6414, 0.0988, 0.0115, -0.0955
O, -4.0139, -4.9513, 11.5406, 0.0243, -0.0488, -0.0538
O, 27.1298, -3.882, 18.5987, 0.0011, 0.0662, -0.0491
O, -5.3879, 6.8346, 21.5973, -0.0183, 0.0085, 0.0093
O, 0.4893, -6.7844, 19.0389, 0.0361, -0.0023, 0
O, 17.8369, 1.323, 22.058, 0.0246, 0.0515, -0.0017
O, -12.9879, 15.5009, 10.7926, -0.1023, 0.0449, 0.0348
O, 14.131, -4.4746, 26.4828, -0.1329, -0.006, 0.1219
O, -3.1582, -26.3581, 17.7208, -0.0105, -0.0175, 0.0203
O, -0.2368, -0.1114, 11.9353, -0.1223, -0.0358, -0.1005
O, 5.0017, 11.5918, 12.0516, -0.0956, 0.0489, 0.0609
O, 21.9282, 10.5086, 14.9496, -0.0455, 0.0271, 0.1306
O, -12.0917, -7.8662, 17.0872, -0.0199, 0.0118, -0.031
O, 9.637, 17.3896, 9.9635, 0.0155, -0.1151, 0.0563
O, 13.3047, 11.2051, 22.7383, 0.0105, 0.0253, -0.0036
O, -1.1975, 2.3713, 25.9085, 0.048, 0.0417, -0.0559
O, 3.9893, 6.1323, 12.3386, -0.1478, -0.0611, 0.1476
O, 8.5639, -4.2684, 26.2347, -0.0207, 0.0304, 0.0164
O, 21.2961, 4.4115, 27.8676, -0.1453, 0.0396, -0.0417
O, -8.0036, 24.3772, 12.6339, 0.0406, 0.0256, -0.0012
O, -5.7618, 25.7338, 18.5223, 0.0486, 0.003, -0.0601
O, 6.136, 20.0163, 22.0433, -0.0526, 0.0333, 0.0245
O, -10.1766, 13.5085, 26.0438, 0.0567, -0.0519, -0.0216
O, 30.1486, -10.7065, 13.2742, -0.0513, 0.0639, -0.0363
O, 3.6267, -3.6763, 24.218, 0.0325, -0.0297, -0.0269
O, 1.9274, -9.1834, 15.2994, -0.049, 0.0724, 0.0168
O, -8.5596, 17.7059, 23.2552, -0.091, 0.0644, -0.0065
O, 2.6401, 17.39, 24.3715, 0.1109, 0.078, -0.0387
O, 10.1782, 13.3903, 13.4202, -0.0158, 0.005, 0.0479
O, 34.8417, 18.7735, 26.8118, 0.1021, 0.114, -0.0603
O, 14.9341, 12.9716, 24.3863, -0.0137, 0.0278, -0.0176
O, 11.5129, 26.6571, 26.4604, -0.0229, -0.08, 0.0559
O, 15.7165, 0.1174, 14.6286, 0.0387, 0.0281, -0.0202
O, 22.9713, -9.8705, 10.0549, 0.0867, -0.0581, 0.0627
O, 14.1306, -4.7674, 19.4577, 0.0152, 0.007, -0.0365
O, 13.5921, 19.4713, 10.4346, -0.0275, 0.0046, 0.0546
O, -2.1812, 12.7052, 13.7372, -0.0222, 0.0461, 0.0251
O, -3.2655, 14.3004, 23.784, 0.009, -0.012, 0.0111
O, 10.7908, -14.6074, 21.7794, -0.0347, 0.0178, -0.0348
O, -15.6627, 18.2037, 15.3292, 0.0906, -0.0794, -0.0116
O, 4.9865, 15.1701, 10.5871, 0.0135, 0.018, 0.0254
O, 12.8559, 2.0688, 21.1577, 0.0242, 0.0021, -0.0268
O, 11.414, -9.9814, 13.135, 0.0074, -0.0453, 0.0068
O, 35.1483, -9.6125, 21.7513, 0.0093, 0.1289, 0.0011
O, 3.6739, 8.8391, 18.3709, 0.0371, -0.0098, -0.0234
O, 18.674, 0.589, 12.1585, -0.0042, 0.0746, -0.0266
O, -3.8058, -8.0144, 14.76, 0.0485, -0.0135, -0.0613
O, 25.9901, 25.4919, 16.0356, 0.0311, 0.0502, 0.0199
O, -9.4244, -1.5307, 22.2921, 0.0303, -0.0165, 0.0131
O, -13.9733, -11.9384, 19.5638, 0.0206, 0.0465, -0.0916
O, 13.8212, 7.8273, 12.7467, 0.0373, -0.0393, 0.0557
O, -7.3685, 15.5483, 22.6486, -0.0328, 0.0007, -0.0054
O, 6.263, 7.0292, 27.3074, -0.1408, 0.0557, -0.0429
O, -13.8468, 9.5755, 22.6627, 0.0104, -0.0675, 0.0138
O, -0.1714, 14.3029, 21.5379, 0.0247, 0.0086, -0.0282
O, 10.6185, 32.8428, 14.052, 0.0422, -0.0305, -0.0221
O, 1.2505, 2.2048, 24.9206, 0.0065, 0.1118, -0.0502
O, 22.7904, 7.1383, 24.4307, -0.1268, 0.0137, 0.0227
O, 20.6358, 1.0999, 18.0983, -0.025, -0.0166, -0.0161
O, 4.2528, 3.1917, 26.197, -0.0317, -0.0234, -0.1151
O, 5.9768, -8.2493, 12.5735, -0.0021, -0.0535, 0.0666
O, 7.769, -7.5671, 14.527, -0.0212, -0.0513, 0.0297
O, 1.0074, 11.9346, 21.5655, 0.0182, -0.0144, -0.0149
O, 16.1044, 18.9341, 21.6257, 0.0567, 0.0239, -0.0387
O, 6.4157, 32.8226, 12.5118, -0.0058, -0.0238, -0.0209
O, -5.8456, 2.1044, 11.2677, 0.0678, -0.1223, 0.038
O, 12.6026, 11.999, 25.0857, -0.022, -0.004, 0.0014
O, -7.1392, 5.9906, 17.0369, -0.0581, -0.0129, -0.0079
O, 8.5725, 12.2133, 20.8044, -0.0317, 0.0624, -0.0846
O, -6.996, 1.9372, 20.0878, -0.062, -0.0663, -0.0743
O, 6.8803, -12.9403, 10.3433, 0.0206, -0.0771, -0.0826
O, -2.8269, 10.7818, 15.4631, 0.0486, 0.0124, -0.0271
O, 1.2149, 16.356, 8.7005, 0.0252, -0.112, -0.0952
O, 24.9998, 6.2433, 25.5357, 0.0255, 0.0762, -0.054
O, 20.0841, 10.8265, 25.8003, 0.1092, -0.178, -0.0423
O, 11.9131, 8.7535, 22.3798, -0.0041, 0.0245, -0.0112
O, -12.3934, 37.2635, 14.0224, -0.0037, 0.0069, 0.0258
O, -3.3216, -1.2062, 28.1152, 0.1315, -0.145, -0.0313
O, 21.8539, 2.6637, 24.6725, -0.0273, -0.0051, 0.0099
O, 27.4481, -8.8982, 22.9032, 0.0232, -0.0127, -0.0026
O, 4.8052, -6.604, 24.1323, -0.0666, -0.0317, 0.0267
O, -0.8083, 10.3377, 24.7441, -0.0475, -0.0145, -0.035
O, -9.1938, 9.5152, 24.2046, -0.0842, -0.0474, 0.0423
O, 14.5214, -5.7307, 17.1112, -0.0025, -0.0221, 0.0005
O, -2.4361, 19.8109, 15.1079, 0.0798, -0.0023, 0.0385
O, -2.4625, -2.5854, 20.4228, 0.0184, 0.0115, -0.0695
O, 28.8969, -3.4958, 10.6409, 0.1105, 0.036, -0.0646
O, -5.0412, 14.8234, 21.8704, 0.0064, -0.0183, -0.0112
O, 2.3243, -4.7434, 10.4999, -0.0333, -0.0661, -0.0724
O, 7.7391, 16.2028, 16.373, -0.0087, -0.062, 0.0373
O, 15.5631, 3.6388, 11.2325, -0.1047, -0.0249, -0.0409
O, 8.0374, 9.0748, 13.3777, 0.0039, 0.065, 0.0663
O, -1.5437, 10.105, 17.8355, 0.0407, 0.0938, -0.0647
O, 5.6848, 1.7954, 15.6543, 0.0034, 0.0045, 0.0213
O, 4.0236, 6.6706, 15.0503, -0.0466, -0.0349, 0.0717
O, 7.7544, 6.119, 20.3213, -0.0845, 0.016, -0.0097
O, -12.9118, -8.0453, 20.3469, 0.0262, 0.0366, 0.0478
O, -21.1818, -17.4291, 23.8476, -0.0942, 0.0215, 0.0156
O, -0.7207, 2.2652, 19.0768, 0.0356, 0.0172, -0.0987
O, 0.3132, 26.4655, 17.162, -0.01, 0.035, 0.0294
O, 4.0193, 1.743, 23.9977, -0.0321, 0.0291, -0.0364

Results
free energy: -254261.370 eV
free energy less fixed offsets of O -568.88, Si -635.61 eV per atom: 9.430 eV

The program warned: the cutoff lies below the one the program advises for these potential files; the forces do not sum to zero within the program's tolerance; the exchange-correlation potential is rough where the density is thin.
